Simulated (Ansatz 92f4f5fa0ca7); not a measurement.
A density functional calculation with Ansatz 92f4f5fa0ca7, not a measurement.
Periodic cell of 234 atoms, Si134O100, from a study of silicon, its oxide and their interface. The atomic structure is a simulated model.

Settings
functional: PBE
potential files: Ansatz PAW
basis: plane waves
wave-function cutoff: 700 eV
density cutoff ratio: 5
exchange-correlation grid ratio: 2
k mesh: 2 x 2 x 1, shifted by 0.5 0.5 0.5 of a step
self-consistency stop: 5e-08 eV per atom in the density residual
occupations: Fermi-Dirac, 0.05 eV
spin: none
net charge: 0

Cell vectors (angstrom)
a  11.5983  0  0
b  0  15.4644  0
c  -0.588  -5.2581  23.0247

Atoms and the computed forces on them: element, x, y, z (angstrom), force x, y, z (eV/angstrom)
Si  2.7063  1.8595  -0.4573  0.0217  0.0019  -0.1753
Si  2.7727  4.9785  -0.3703  -0.0002  -0.0112  -0.0998
Si  2.6111  9.6157  -0.3887  -0.0521  0.0056  -0.0586
Si  2.6321  12.7595  -0.4225  -0.0535  -0.0893  -0.0694
Si  6.5854  1.9411  -0.4339  0.1139  -0.0067  -0.2952
Si  6.5345  5.0791  -0.4788  -0.0047  0.0688  -0.0713
Si  6.4492  9.7697  -0.4911  0.0935  0.1083  -0.2519
Si  6.4817  12.919  -0.2611  -0.0306  0.0555  -0.1532
Si  10.625  1.9459  -0.1526  -0.1288  0.1263  -0.0108
Si  10.4261  5.0805  -0.5673  -0.0114  0.0353  -0.0368
Si  10.4135  9.5643  0.0571  -0.0108  0.0399  -0.0532
Si  10.1762  12.7161  -0.0846  0.0623  0.048  0.0788
Si  4.6527  1.5743  0.918  -0.1212  0.0311  -0.22
Si  4.6683  5.3715  0.9721  0.0037  0.0178  -0.2075
Si  4.5811  9.3662  0.9281  -0.0946  0.0651  -0.1104
Si  4.5115  13.061  1.0237  0.0269  -0.0682  -0.2104
Si  8.526  1.6301  0.9424  -0.0181  0.0709  -0.2507
Si  8.5094  5.4024  0.836  -0.0791  -0.0597  -0.2367
Si  8.3029  9.2267  0.996  -0.084  0.027  -0.2386
Si  8.3106  13.2228  1.1765  -0.0861  -0.0589  -0.1614
Si  12.5154  1.7326  1.1415  0.1813  -0.0716  -0.0879
Si  12.3603  5.4377  0.865  0.0742  -0.1342  -0.275
Si  12.4365  9.2297  1.1528  0.0556  0.1186  -0.1844
Si  12.3227  13.2038  0.9504  -0.0564  -0.0029  -0.3498
Si  4.6618  3.4898  2.3448  0.0172  -0.1461  0.0886
Si  4.6196  7.3851  2.2718  -0.024  -0.0226  -0.1114
Si  4.5708  11.1881  2.4749  0.0553  0.0198  0.1281
Si  4.5888  15.067  2.2737  0.0398  -0.0059  -0.0732
Si  8.5192  3.5574  2.3061  -0.0248  0.0153  0.0592
Si  8.4262  7.287  2.3102  0.0932  0.0268  -0.0725
Si  8.3898  11.1828  2.4228  -0.077  0.0141  0.4009
Si  8.4567  15.1913  2.3779  0.0473  -0.0343  0.0047
Si  12.4337  3.6579  2.4192  0.0189  0.1049  0.1013
Si  12.398  7.281  2.4051  -0.0166  -0.0389  0.0247
Si  12.353  11.2441  2.4224  -0.0704  0.0088  0.2836
Si  12.3748  15.1431  2.3186  -0.038  -0.104  -0.0899
Si  2.7679  3.6184  3.7518  0.0489  0.0665  -0.0819
Si  2.7496  7.3615  3.7576  0.0688  0.0195  0.0839
Si  2.6464  11.1957  3.875  -0.1792  -0.0041  -0.211
Si  2.6909  15.0838  3.6827  -0.0628  -0.0114  0.0365
Si  6.5898  3.5324  3.68  0.0425  -0.1181  -0.1504
Si  6.5185  7.3541  3.7014  -0.0218  0.0192  0.1388
Si  6.5105  11.2089  3.8684  0.1994  -0.0621  -0.2325
Si  6.5044  15.0938  3.6862  -0.071  -0.0089  0.058
Si  10.446  3.549  3.6874  0.0095  -0.0559  -0.1472
Si  10.3789  7.3475  3.716  -0.0769  0.0611  0.0365
Si  10.3736  11.1985  3.8057  0.0806  0.0026  -0.249
Si  10.4249  15.0796  3.6942  0.0423  -0.0543  0.0834
Si  2.7053  1.6094  4.9381  -0.064  -0.0355  0.1077
Si  2.8266  5.4947  5.1947  -0.0393  -0.0354  -0.017
Si  2.6806  9.2406  5.2534  -0.016  0.0963  0.1114
Si  2.6012  13.1859  5.1371  0.1866  -0.0184  -0.0703
Si  6.5784  1.5873  4.9724  -0.05  0.1965  0.0011
Si  6.4795  5.4328  5.0653  0.0835  -0.0195  -0.066
Si  6.5643  9.2411  5.1926  -0.061  0.0055  -0.0515
Si  6.5365  13.2  5.1529  0.0301  -0.0803  0.018
Si  10.4421  1.5831  4.9764  0.0123  -0.0088  0.0415
Si  10.4006  5.42  5.0956  -0.0035  -0.0368  0.0319
Si  10.3526  9.2609  5.1949  0.0729  0.1318  -0.0739
Si  10.4106  13.1501  5.1607  -0.0796  -0.0732  -0.1444
Si  4.6339  1.727  6.2619  0.0594  0.153  -0.2229
Si  4.7307  5.5041  6.6495  0.0372  0.0288  0.2244
Si  4.6929  9.2943  6.6355  -0.0525  0.0291  0.0308
Si  4.542  13.1895  6.4424  -0.0699  -0.0892  -0.1732
Si  8.5067  1.5474  6.3154  0.0025  -0.1542  -0.2
Si  8.3948  5.32  6.3891  -0.0005  -0.0046  -0.1037
Si  8.4395  9.2502  6.6595  0.0064  0.0661  0.2371
Si  8.4922  13.1778  6.558  -0.0265  -0.071  0.0725
Si  12.3893  1.5598  6.2964  0.056  -0.0742  -0.2058
Si  12.396  5.4352  6.398  0.0227  0.1237  -0.2305
Si  12.27  9.2081  6.6006  0.0932  -0.1108  -0.0205
Si  12.3168  13.1526  6.5966  -0.0877  -0.0387  0.1645
Si  4.6178  3.4705  7.8821  -0.0388  -0.0876  0.2302
Si  4.7918  7.4257  8.1425  0.0603  -0.0011  0.2354
Si  4.5969  11.3357  7.9353  -0.1737  -0.0256  0.1804
Si  4.7047  15.2578  7.4727  -0.0772  -0.0106  0.1841
Si  8.353  3.3758  7.7325  -0.1195  -0.0129  0.2141
Si  8.4969  7.1142  7.8406  0.0402  0.2322  0.121
Si  8.2924  11.3185  8.1001  0.0781  0.1062  0.1232
Si  8.6332  15.2057  7.7944  0.114  0.059  0.2608
Si  12.3879  3.4697  7.6181  0.0252  -0.0513  0.2688
Si  12.2972  7.1892  7.9333  -0.1038  0.0155  0.2402
Si  12.2928  11.1484  8.0016  0.1167  0.0436  0.0773
Si  12.3969  15.2287  7.8084  0.0114  0.0593  0.2275
Si  2.5904  3.2079  9.1364  -0.1257  -0.1686  0.4399
Si  2.6567  7.4969  9.2281  -0.1278  0.2465  0.181
Si  2.7034  10.6991  9.2906  -0.0035  0.0392  0.1703
Si  2.8941  15.6156  8.8659  0.0807  -0.0254  0.2574
Si  6.4985  2.7984  9.2096  0.0832  -0.2449  0.4136
Si  6.9029  7.4157  9.5436  0.2334  -0.211  -0.1271
Si  6.2637  12.0944  9.5206  -0.1954  0.1929  -0.0795
Si  6.5684  15.2067  8.8656  -0.0277  0.1202  0.238
Si  10.3995  3.4647  8.8304  0.0529  0.0008  0.4798
Si  10.3381  6.5219  9.2413  0.2133  -0.1773  0.1449
Si  10.3129  11.2  9.3282  -0.1008  -0.0182  0.0119
Si  10.5316  15.89  9.1875  -0.0261  0.1108  0.2467
Si  2.8606  5.3224  11.3986  -0.1544  -0.0356  -0.107
Si  2.7572  -1.2792  11.4384  0.0255  0.1372  0.1753
Si  2.5746  2.7333  15.5795  -0.0128  -0.0989  -0.0055
Si  -0.148  7.4017  15.6707  -0.0818  -0.0351  0.0423
Si  13.2709  9.2903  17.3039  -0.0351  -0.1104  -0.3677
Si  5.2421  -5.1253  14.4673  0.0937  -0.1093  0.1668
Si  6.2003  0.8901  19.6106  0.009  -0.1145  -0.3542
Si  11.2866  -1.7724  11.1187  -0.1867  0.0224  0.0456
Si  4.119  7.8404  15.9006  0.057  -0.0511  0.0007
Si  9.2385  8.6948  11.0085  0.1079  -0.0614  -0.0387
Si  8.8209  5.8215  16.1377  0.1292  0.0976  0.0226
Si  6.5145  3.9221  19.5892  0.1508  0.1241  -0.2717
Si  2.2152  0.5309  13.7854  0.0183  0.0497  0.238
Si  7.9671  -4.019  14.5567  0.1034  0.0824  0.0608
Si  10.0379  9.5481  13.8344  0.1395  0.1866  0.308
Si  2.2144  5.6892  14.517  -0.0807  0.0682  0.3688
Si  3.0116  -1.2683  16.2642  -0.004  0.0515  -0.024
Si  13.4576  1.9672  20.4987  0.0852  0.1052  0.0628
Si  4.2219  11.6673  11.8404  -0.1237  0.0552  0.1486
Si  11.4875  1.4306  15.1646  -0.0317  0.0293  -0.0526
Si  9.7186  7.4306  19.8783  -0.1142  0.0543  -0.2618
Si  9.8487  -3.6086  18.4196  -0.1364  -0.0502  -0.3134
Si  10.6166  -3.144  13.6628  -0.0699  -0.1943  0.2486
Si  7.0325  4.6732  14.4022  0.1783  0.0259  0.2615
Si  6.0412  5.6461  17.0412  0.0955  0.1257  -0.1569
Si  6.0534  4.9661  11.3907  0.1358  0.0065  -0.0176
Si  2.482  -5.7069  20.3433  -0.0072  -0.0096  0.0104
Si  10.3539  1.5686  19.8119  0.003  -0.0911  -0.3679
Si  9.0176  2.9326  15.5512  0.0004  0.0346  -0.0374
Si  7.6732  -1.5438  18.2752  0.0158  -0.1326  -0.2827
Si  9.5273  4.4739  19.9523  -0.116  0.0906  -0.108
Si  10.2756  -5.342  20.6096  -0.1828  0.1358  -0.3698
Si  0.6009  -3.3142  16.3927  0.005  0.0234  -0.0227
Si  5.6039  -5.589  20.4252  0.3264  -0.1539  0.0523
Si  8.1034  9.612  18.9729  0.2138  -0.0006  -0.4295
Si  9.4761  0.4192  17.0651  -0.0843  0.0091  -0.2898
Si  5.7722  -2.869  16.359  0.0503  0.0584  -0.0133
Si  3.527  1.2527  17.9719  -0.023  -0.0635  -0.3931
O  13.3266  9.6135  18.8964  0.086  0.04  0.3536
O  8.8283  -2.4653  18.9777  -0.0578  0.0856  0.1226
O  2.7205  3.4323  -1.0405  0.0011  0.1458  0.4768
O  3.0285  5.9926  -1.6426  -0.0403  -0.0385  0.017
O  2.5978  8.642  -1.7241  0.0231  -0.0737  0.0214
O  2.5168  11.1784  -0.9774  0.1013  0.0992  0.3736
O  9.9115  3.0568  19.2276  0.0181  -0.1174  0.1563
O  6.4862  -5.747  19.0256  -0.3138  0.0387  0.3236
O  10.821  -4.2022  19.5808  0.0933  -0.0983  0.2394
O  6.4225  6.0513  -1.827  -0.0203  -0.154  0.2987
O  2.5839  0.8546  -1.7943  -0.0177  0.081  0.1676
O  11.5935  -2.9382  14.9432  -0.0627  0.0213  -0.135
O  6.2483  9.1696  -2.0418  -0.0798  0.0071  0.4988
O  6.6388  11.3791  -0.8343  -0.0925  -0.1448  0.2511
O  6.4707  13.863  -1.6152  -0.0269  0.0346  0.0697
O  10.5402  3.4302  -1.0037  -0.0447  0.0093  0.344
O  8.4304  -0.8307  16.9946  -0.0324  0.0023  0.1273
O  10.2464  6.143  -1.8733  0.0208  -0.3413  0.3651
O  9.3288  4.2886  16.4219  -0.0573  -0.0814  -0.0246
O  10.6022  9.4128  -1.5621  0.0461  -0.0288  0.2569
O  7.7774  3.2145  14.5226  -0.0538  0.0983  0.0025
O  10.409  11.169  0.3761  0.0927  -0.0028  -0.1616
O  4.0554  -5.5393  19.9879  -0.0645  -0.0085  -0.0742
O  2.7189  1.6229  9.6414  -0.0275  0.0181  -0.5035
O  3.7447  13.1842  12.2724  0.0415  -0.0729  -0.1113
O  2.2764  4.0476  10.5488  0.0727  -0.0025  -0.3092
O  2.45  6.7295  10.6845  0.0451  -0.0545  -0.2306
O  8.1843  5.8446  14.6177  -0.144  -0.135  0.0203
O  10.066  6.823  16.2994  0.0207  -0.0062  -0.0163
O  10.1939  5.9132  19.4209  -0.035  -0.0695  0.111
O  3.016  11.2166  10.8385  -0.0995  -0.0458  -0.2891
O  6.488  1.1873  9.7427  0.044  0.2568  -0.5624
O  9.0213  10.2163  14.9731  -0.0559  -0.0284  -0.125
O  2.5515  9.0922  9.6311  0.0977  0.0599  -0.3373
O  5.6601  11.6162  11.027  0.2926  0.0551  -0.2657
O  4.256  -4.6878  13.2299  -0.028  0.1393  -0.2658
O  0.7232  6.219  14.9536  0.1012  -0.04  -0.0976
O  6.4551  13.7609  9.7217  0.0279  -0.3671  -0.2075
O  6.8184  6.2203  10.6823  -0.1217  0.0952  -0.08
O  10.6544  -0.3573  10.6329  0.0654  -0.0409  -0.0919
O  10.9079  -4.6856  13.1729  -0.0071  -0.0372  -0.0613
O  2.6035  0.0982  12.2901  -0.0018  -0.1627  -0.1257
O  10.3981  4.8985  9.7292  0.007  0.232  -0.5599
O  10.0986  9.9081  10.333  -0.0405  -0.0032  -0.027
O  9.1864  8.8502  12.634  -0.098  -0.0909  -0.3142
O  10.5394  -2.9458  10.2826  0.0077  0.0065  -0.0714
O  7.9212  4.7046  19.8394  0.0488  0.0008  0.034
O  5.9301  4.8051  15.6243  0.0483  -0.058  -0.0931
O  8.6551  8.0719  18.788  0.1136  -0.0793  0.2771
O  10.9074  -3.0031  17.3523  -0.0575  -0.0676  0.0706
O  12.1905  0.7733  13.8549  0.1103  -0.0266  0.0128
O  2.9697  1.9364  14.1925  -0.0912  -0.0677  -0.0015
O  5.7333  4.6954  18.3477  0.0759  -0.1484  0.2502
O  6.3624  4.8655  12.9726  -0.0996  0.0174  -0.356
O  10.3474  2.5054  14.7018  0.007  -0.0213  0.0772
O  12.693  10.6  16.5138  0.0411  -0.0575  0.0947
O  12.9001  -1.8714  10.984  0.1141  -0.0431  -0.0562
O  8.6337  1.737  16.5836  0.0398  0.0173  0.0629
O  5.0525  -4.2817  15.8876  0.0141  0.038  -0.0585
O  10.4674  2.0303  9.7215  -0.0248  -0.2211  -0.6175
O  8.9721  -3.0072  13.756  0.0246  -0.0281  0.0318
O  10.9993  -1.9294  12.6924  0.0249  0.0441  -0.1427
O  4.468  5.2026  11.2732  -0.024  0.0048  0.0925
O  10.061  0.5506  18.5729  0.0762  0.1423  0.3217
O  0.6521  8.0592  16.9323  0.041  0.1091  0.0887
O  11.0575  8.51  14.5474  -0.0517  0.0761  -0.1377
O  10.0578  7.314  10.6685  0.0146  0.0309  -0.0354
O  8.6358  10.086  20.4491  0.1232  0.0252  0.2223
O  5.0227  8.7767  14.897  -0.0055  0.0827  -0.0178
O  4.9368  0.7729  18.597  0.0568  0.0345  0.1886
O  3.656  2.3333  16.739  -0.0255  -0.0643  0.0758
O  4.5735  -1.7687  16.1363  0.0043  -0.0916  0.0179
O  7.2026  -2.9424  15.5342  -0.0381  -0.0917  -0.0401
O  1.9336  -2.4201  16.6833  0.0335  -0.0092  -0.013
O  7.7076  8.6571  10.3695  -0.3201  -0.115  -0.0464
O  2.6273  -0.6633  14.8113  -0.0348  0.0479  -0.0984
O  6.5373  3.5997  10.6567  -0.0285  0.0345  -0.1491
O  2.8421  -0.1164  17.4048  0.0173  0.0744  0.1278
O  3.1456  8.8222  16.7657  -0.024  0.0571  0.0866
O  5.0274  6.9316  16.9312  -0.0578  0.0233  -0.0037
O  2.29  5.3539  12.9257  0.1063  -0.0437  -0.2696
O  3.4488  -0.9012  10.0237  -0.0782  0.0008  -0.0837
O  10.7604  0.2577  16.0535  0.0041  0.0723  0.0582
O  11.916  1.6605  20.1719  0.0119  -0.0193  0.0072
O  2.2314  -7.0502  21.2361  -0.0851  -0.0196  0.0975
O  6.5893  1.0445  -1.8241  -0.0404  0.0783  0.1987
O  9.0681  7.2984  21.3645  0.0373  0.0944  0.4224
O  1.0709  2.2045  16.0185  -0.0608  -0.0071  0.0125
O  2.568  4.3346  15.3567  -0.005  0.1103  -0.084
O  6.3796  -2.4815  17.8447  0.0163  0.0388  0.0658
O  11.0883  0.4947  -0.926  -0.0811  0.1395  0.0008
O  14.2594  2.0291  19.0941  -0.0914  0.0655  0.2961
O  3.2823  6.8469  14.9213  -0.0535  -0.0729  -0.1095
O  8.8481  -4.8436  17.8875  0.0217  -0.0338  0.152
O  6.7428  -4.8516  13.8573  -0.0565  0.0352  0.0043
O  6.5414  3.5028  -1.0285  0.0025  -0.0237  0.4364
O  7.1919  -0.3648  19.2834  -0.0137  0.1333  0.133
O  7.5934  6.1766  17.1577  -0.0611  -0.0032  -0.0097
O  10.85  8.6361  20.1403  0.1241  0.1138  0.2468
O  6.8593  2.3518  19.2663  -0.0298  -0.0515  0.1022

Results
free energy: -142071.366 eV
free energy less fixed offsets of O -569.03, Si -635.61 eV per atom: 3.374 eV
pressure: -0.59 GPa
stress xx, yy, zz, yz, xz, xy (GPa, positive in tension): -0.12, 1.14, 0.76, -0.11, 0.03, -0.22

The program warned: the cutoff lies below the one the program advises for these potential files.
